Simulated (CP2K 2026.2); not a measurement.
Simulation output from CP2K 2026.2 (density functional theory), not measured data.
Periodic cell of 432 atoms, Si324O108, from a study of silicon, its oxide and their interface. The atomic structure is a simulated model.
Doubt: the forces sum to 2.09 eV/angstrom along one axis rather than to zero, so they err by at least 0.0048 eV/angstrom per atom on average; the grid cutoff is modest.

Settings: functional PBE; method Gaussian and plane waves; basis set DZVP-MOLOPT-SR-GTH; pseudopotentials GTH-PBE; grid cutoff 350 Ry, relative cutoff 50 Ry; k points Gamma only; occupations fixed; spin none; net charge 0.

Cell vectors (angstrom)
a 16.32 0 0
b 0 16.32 0
c -2.2785 -1.6861 29.3141

Atoms and the computed forces on them: element, x, y, z (angstrom), force x, y, z (eV/angstrom)
Si -1.1468 13.3679 29.1943 0.1996 -0.0933 0.6723
Si 2.1274 -0.7062 28.9407 -0.3618 0.3936 0.6844
Si 0.9362 4.3289 0.0231 0.2917 -0.0618 0.7584
Si 3.7861 7.1465 0.0641 0.0054 -0.1365 0.7196
Si 1.5638 9.3206 0.1205 -0.006 0.1206 0.7303
Si 4.5337 12.0539 0.2944 -0.1519 -0.1234 0.6236
Si 6.6078 15.0208 0.0488 0.3567 -0.0131 0.729
Si 9.4645 1.6957 0.0671 -0.0052 -0.246 0.7262
Si 4.8014 2.0547 29.2776 -0.107 0.2253 0.7796
Si 9.8049 6.5023 0.1055 -0.1693 0.1621 0.8083
Si 6.5809 9.7842 0.25 0.0186 -0.0536 0.701
Si 9.5903 12.04 0.3119 -0.1286 0.2269 0.7281
Si 10.0586 12.9629 29.2599 -0.1219 0.2817 0.7581
Si 12.9884 -0.6625 29.2738 -0.1234 0.0265 0.8216
Si 12.0502 4.3883 0.2923 0.0149 -0.0316 0.7556
Si 15.1796 6.665 0.2214 -0.1256 0.1163 0.7097
Si 11.8758 9.8107 0.0381 0.382 -0.3534 0.6587
Si 14.6722 12.5418 0.0856 0.0683 -0.2631 0.8249
Si 2.7553 -0.0315 1.0897 0.0161 -0.0178 -0.0513
Si 5.4145 2.6093 1.14 -0.0201 -0.0624 -0.0557
Si 2.6622 5.4354 1.2452 -0.0133 0.0113 -0.067
Si 5.3509 8.2108 1.4521 0.0125 -0.0136 -0.0608
Si 2.7719 10.9039 1.3663 0.0189 0.0026 -0.0364
Si 5.5957 13.5988 1.6205 -0.0197 0.0408 -0.0031
Si 8.2512 -0.0238 1.2063 -0.0114 0.0206 -0.0448
Si 10.8773 2.804 1.5326 0.0098 0.0074 -0.0144
Si 8.1336 5.3922 1.315 0.0046 -0.0118 -0.0748
Si 10.8865 8.1418 1.3927 0.0193 0.0267 -0.0459
Si 8.0965 10.8797 1.6296 -0.0191 -0.0239 -0.0334
Si 10.855 13.618 1.4433 0.037 0.0156 -0.0357
Si 13.5622 -0.0422 1.2125 -0.0152 -0.0347 -0.0489
Si -0.034 2.6646 1.3486 -0.0201 -0.0539 -0.0262
Si 13.6154 5.5343 1.5405 -0.0056 0.0212 -0.0197
Si 0.0819 8.1582 1.5076 -0.0101 0.0298 -0.0473
Si 13.5874 10.8556 1.3025 -0.043 0.0044 -0.05
Si -0.031 13.6345 1.358 -0.0154 0.0347 -0.0212
Si 1.4499 1.3392 2.5978 0.0062 -0.0261 0.0122
Si 4.0842 4.0348 2.5363 -0.0041 0.0103 -0.0196
Si 1.4051 6.7375 2.7921 0.0265 -0.0209 0.0336
Si 4.0485 9.5639 2.8366 -0.002 0.0115 0.0349
Si 1.3557 12.2548 2.6793 -0.0028 -0.0047 -0.0262
Si 4.032 14.9819 2.6663 -0.0127 0.0255 0.0201
Si 6.7997 1.3062 2.5888 0.0072 0.0248 0.0341
Si 9.4592 4.1265 2.8196 -0.0232 0.0294 0.0454
Si 6.7764 6.7812 2.6711 0.0209 0.0164 0.0114
Si 9.5087 9.4468 2.8067 0.0188 -0.0003 0.0517
Si 6.8767 12.2813 3.0014 0.032 -0.0099 0.0515
Si 9.5236 15.0173 2.7318 -0.0345 -0.0165 -0.0164
Si 12.2815 1.3364 2.6852 0.0238 -0.0051 -0.0093
Si 14.936 4.0162 2.7577 0.025 0.0183 0.0152
Si 12.2531 6.8895 2.8413 -0.0298 0.0087 0.0402
Si 14.956 9.5444 2.7205 -0.0144 0.0044 0.0004
Si 12.2415 12.2083 2.739 0.0143 -0.0314 0.0401
Si 14.9162 14.9889 2.7011 -0.0218 -0.0078 0.0254
Si 0.0274 0.0227 4.0056 -0.0241 0.0268 -0.0351
Si 2.7606 2.7134 3.9937 -0.0133 -0.0168 -0.0189
Si 0.0024 5.3843 4.0981 0.0091 0.0269 -0.0082
Si 2.7205 8.1419 4.1459 -0.0091 0.0054 -0.0119
Si 0.0008 10.907 4.0649 0.0058 -0.0184 -0.0024
Si 2.695 13.6203 4.0525 0.006 0.018 0.0051
Si 5.4326 0.0055 4.0197 0.053 -0.0314 -0.0254
Si 8.0953 2.6834 4.0585 0.0185 -0.0218 -0.0304
Si 5.4153 5.3899 3.991 -0.0162 -0.008 -0.0232
Si 8.1235 8.1001 4.115 -0.0081 0.0024 -0.0116
Si 5.4244 10.8977 4.2023 -0.0435 -0.0129 -0.0228
Si 8.2478 13.6807 4.2068 0.0338 -0.0084 0.0186
Si 10.9017 0.0239 4.0746 0.0131 0.0014 -0.0019
Si 13.59 2.6807 4.1064 -0.0266 0.0189 0.0102
Si 10.8627 5.4816 4.1363 -0.0167 -0.0037 -0.0189
Si 13.6299 8.2219 4.1534 -0.0075 -0.0103 0.013
Si 10.8826 10.8594 4.1164 0.0169 0.0112 -0.0315
Si 13.601 13.5929 4.0845 0.0151 0.0068 -0.0437
Si 1.3401 14.9384 16.3166 0.0118 -0.0186 0.0125
Si 4.003 1.3189 16.2518 -0.0061 0.0071 0.0102
Si 1.3549 4.1196 16.3138 -0.0143 -0.0197 0.0079
Si 4.0902 6.8112 16.3749 0.0185 -0.0027 0.0028
Si 1.3545 9.4685 16.2784 -0.0003 -0.0095 0.013
Si 4.1539 12.2534 16.2769 -0.0209 0.0125 0.0086
Si 6.7749 14.9809 16.2119 -0.0299 -0.0029 -0.0048
Si 9.5255 1.4116 16.2884 0.0169 -0.0021 -0.0037
Si 6.8242 4.1382 16.2818 0.0289 -0.0078 0.0277
Si 9.5129 6.8061 16.362 0.0195 -0.0517 0.0451
Si 6.8034 9.52 16.3851 0.0048 0.0195 0.0435
Si 9.5095 12.1575 16.3039 -0.0282 0.0182 0.0273
Si 12.3264 14.9472 16.2478 0.0192 0.0066 -0.0112
Si 14.9969 1.3414 16.3195 -0.0111 0.0123 0.0402
Si 12.1647 4.0756 16.2577 0.001 -0.0122 -0.0206
Si 14.9203 6.8075 16.3522 -0.0023 0.0422 0.0293
Si 12.2453 9.5483 16.3637 -0.0219 0.0099 0.0061
Si 14.9774 12.2362 16.3689 -0.0022 0.0188 0.0096
Si 2.6858 -0.0457 17.6894 0.0138 0.0338 -0.0112
Si 5.3763 2.7466 17.4725 -0.0082 0.0147 -0.0125
Si 2.692 5.4679 17.7171 -0.0008 -0.0011 0.0155
Si 5.4579 8.1516 17.777 0.0042 0.0047 0.0236
Si 2.8321 10.784 17.5247 0.0292 -0.0358 -0.0299
Si 5.472 13.6755 17.6447 -0.0137 -0.019 0.0016
Si 8.1183 0.0255 17.5337 -0.0135 0.0163 -0.0237
Si 10.8184 2.8008 17.6981 -0.0147 0.0396 0.0091
Si 8.1771 5.4321 17.7607 -0.0272 -0.0108 -0.0208
Si 10.8483 8.2157 17.7126 -0.0295 0.023 -0.0152
Si 8.1571 10.8634 17.7879 0.0339 0.0046 -0.0216
Si 10.9591 13.5391 17.5023 0.0375 -0.0176 -0.0305
Si 13.6941 -0.0809 17.6769 0.0049 -0.0778 -0.0183
Si 0.0178 2.7503 17.6659 -0.0245 0.0093 -0.017
Si 13.494 5.3998 17.6186 0.0002 0.0035 -0.0099
Si -0.0433 8.2008 17.713 0.0045 0.0009 -0.0359
Si 13.6449 10.8659 17.7569 0.0048 -0.0316 -0.0165
Si 0.0066 13.6101 17.7423 -0.011 0.0373 0.009
Si 1.3639 1.3724 19.034 0.0266 -0.0005 0.0331
Si 4.0796 4.0244 18.9477 0.0069 -0.0154 0.0354
Si 1.317 6.8455 19.0685 0.0067 0.0021 0.025
Si 4.0985 9.5493 19.1 0.0057 0.004 0.0703
Si 1.4849 12.1314 18.7965 -0.0221 0.0349 0.0128
Si 4.095 14.9582 19.0728 -0.007 0.0048 0.0546
Si 6.718 1.4136 18.7992 -0.0096 -0.03 0.0222
Si 9.4811 4.0721 19.2386 -0.0261 -0.013 0.0743
Si 6.8244 6.7993 19.1576 0.0122 -0.0363 0.0477
Si 9.5006 9.4772 19.2156 -0.0111 -0.0051 0.0549
Si 6.8174 12.3737 19.0545 0.0638 0.0012 0.0161
Si 9.5382 14.9216 18.6939 -0.0571 -0.0152 -0.0195
Si 12.2594 1.3732 18.8378 0.0182 0.004 0.0094
Si -1.4592 4.0601 18.9642 0.0096 -0.0255 0.0202
Si 12.1835 6.7929 18.9877 -0.0163 -0.0125 0.036
Si -1.3576 9.534 19.2135 -0.005 -0.0047 0.0931
Si 12.2777 12.2759 19.0159 0.0017 0.0351 0.0721
Si -1.272 14.9593 19.26 0.0124 0.0277 0.0323
Si -0.1693 0.3797 20.5064 0.031 -0.2465 -0.6611
Si 3.0269 2.42 20.3069 -0.1388 0.161 -0.7728
Si -0.3015 5.6071 20.2488 0.1668 0.016 -0.7049
Si 2.4397 8.4566 20.3984 0.1297 -0.1256 -0.7845
Si 0.3587 10.7779 20.3185 -0.2219 -0.021 -0.6878
Si 2.9525 13.2537 20.2076 0.0126 0.159 -0.7321
Si 5.3009 0.2751 20.2553 0.0391 -0.2001 -0.6883
Si 7.7208 2.8538 20.3329 0.3235 -0.0016 -0.7889
Si 5.6077 5.1469 20.2944 -0.082 0.1805 -0.7491
Si 8.3038 7.9439 20.6395 -0.0899 0.1905 -0.6758
Si 5.2692 11.2103 20.3408 0.0413 -0.2082 -0.7481
Si 8.5797 13.4512 20.219 -0.3431 0.1706 -0.7169
Si 11.0073 -0.1817 19.9728 -0.2134 0.2983 -0.6463
Si 13.7446 2.4321 20.2574 0.0313 0.1587 -0.6929
Si 10.6319 5.7888 20.4636 -0.0387 -0.2018 -0.6684
Si 13.7893 7.7897 20.371 0.0043 0.2482 -0.6961
Si 10.7362 11.1398 20.3407 0.1497 -0.2993 -0.7014
Si 13.2582 13.9124 20.4324 0.487 -0.4166 -0.6005
Si 1.6942 11.1203 24.6648 -0.0811 -0.1021 0.1916
Si 13.7804 -0.0339 24.5247 -0.0598 0.0158 0.0313
Si 4.1324 6.9372 25.4335 -0.0484 -0.0528 0.0035
Si -1.4358 6.6546 25.0376 -0.0597 0.0792 0.0988
Si 12.3025 13.8617 23.3623 -0.0995 0.1488 -0.2531
Si 10.4332 6.4291 24.6572 0.0625 0.0436 -0.0247
Si 8.7715 8.1876 26.5167 0.1125 -0.0763 0.1623
Si 8.4414 13.3319 26.4891 0.0652 -0.0835 0.1734
Si 0.2425 -0.643 23.3309 0.161 0.0704 0.0657
Si 6.9063 2.0397 24.9205 0.0738 0.0176 0.0424
Si 6.7484 9.776 22.7799 0.061 -0.1983 -0.1218
Si -0.9365 1.702 26.3334 -0.0977 -0.0589 0.0135
Si -0.3154 9.272 25.7513 0.0611 0.0253 0.0329
Si -0.1509 4.0566 24.8655 0.0537 -0.0592 -0.0552
Si 1.7902 0.4041 25.9097 0.0618 -0.1879 0.0325
Si 0.6637 11.5343 27.3615 -0.2358 -0.0056 -0.0139
Si 12.6877 8.1383 23.2896 -0.1046 -0.0894 -0.0207
Si 11.3544 1.1422 27.3163 -0.0294 0.0679 0.0337
Si 8.9211 10.757 24.852 -0.1303 -0.1059 0.0833
Si 11.9311 2.3523 24.7938 -0.0029 0.1057 -0.0064
Si 3.6345 6.4144 22.4539 -0.0955 -0.0699 -0.2186
Si 12.5313 6.4416 26.8381 0.1173 0.0792 0.1013
Si 11.6447 10.8837 23.3842 0.0091 0.1755 -0.1379
Si 0.8903 12.9374 22.3421 -0.1437 -0.0046 -0.2212
Si 8.6364 -0.0756 26.5727 -0.0284 0.0632 0.1113
Si 4.6033 9.8454 25.0493 0.0954 0.0459 -0.0549
Si 7.262 0.6459 22.4672 0.0897 -0.1259 -0.2445
Si 4.0748 2.4605 26.2466 -0.0266 -0.1029 0.0616
Si 5.8923 11.7808 27.2221 -0.0534 -0.0727 0.1158
Si 9.4441 3.5054 23.9115 0.0437 -0.0712 0.0025
Si 11.7359 3.7698 22.3572 -0.063 0.0203 -0.0081
Si 1.4771 4.1473 22.3958 0.0747 0.0365 -0.107
Si 6.1918 6.687 27.3696 0.0883 -0.0188 0.1105
Si 13.6696 9.0813 27.2845 0.0405 -0.0226 0.0922
Si 2.2671 4.8878 26.4877 0.1034 -0.0229 0.08
Si 9.5886 -1.0097 22.3672 0.1556 -0.0965 -0.0091
Si 1.3421 14.9743 5.4115 -0.0049 -0.0107 -0.0103
Si 4.099 1.3714 5.3974 -0.0077 0.0205 -0.0147
Si 1.3913 4.0388 5.4147 0.0096 -0.0056 -0.0098
Si 4.1026 6.7591 5.4288 0.0217 -0.0099 -0.0106
Si 1.3347 9.5216 5.4477 -0.0065 0.0037 -0.0112
Si 4.0412 12.2806 5.4722 0.0003 0.0031 0.01
Si 6.7834 15.0052 5.4566 -0.0181 0.0081 -0.0077
Si 9.5095 1.3708 5.4219 -0.0058 -0.0103 -0.0096
Si 6.7573 4.0584 5.413 0.0092 0.0149 -0.0088
Si 9.4956 6.7971 5.5019 0.0214 0.0025 0.0084
Si 6.795 9.4935 5.4825 0.026 0.0124 0.0037
Si 9.5695 12.2477 5.4985 0.0077 0.002 0.0041
Si 12.2418 14.9592 5.4374 -0.0185 -0.0001 -0.0076
Si 14.9961 1.3507 5.4262 0.0219 -0.0058 -0.003
Si 12.228 4.0723 5.442 -0.0057 -0.0025 0.0041
Si 14.9771 6.7877 5.4478 -0.0111 -0.0114 -0.0146
Si 12.2492 9.5465 5.5007 0.0087 0.0052 0.007
Si 14.9748 12.2571 5.4471 -0.0217 -0.0179 -0.0075
Si 2.7253 0.0096 6.7586 0.0041 0.0019 0.0005
Si 5.421 2.7199 6.8005 0.0046 -0.0064 0.0087
Si 2.7251 5.4186 6.7857 -0.0048 -0.007 -0.0034
Si 5.4372 8.1247 6.8161 0.0043 -0.0183 -0.0065
Si 2.6964 10.8851 6.8078 -0.0053 0.0143 -0.0055
Si 5.4341 13.6251 6.8095 0.0031 0.0054 0.0014
Si 8.159 0.0253 6.8098 -0.0068 -0.0023 -0.0026
Si 10.8638 2.7206 6.7977 -0.0184 0.017 0.0012
Si 8.129 5.4054 6.8028 0.0009 -0.0019 -0.0038
Si 10.8757 8.1691 6.8306 -0.0101 0.0113 -0.0032
Si 8.1658 10.8805 6.8139 0.0097 0.0025 -0.0099
Si 10.9141 13.6135 6.8416 0.0148 -0.0376 0.0059
Si 13.6165 -0.0027 6.7836 0.013 -0.0158 -0.0039
Si 0.0209 2.7098 6.7923 0.0007 0.0095 0.0035
Si 13.5995 5.4329 6.7957 -0.0054 0.0042 -0.0056
Si -0.0034 8.1551 6.8152 0.0017 0.0026 0.001
Si 13.6221 10.9043 6.8296 -0.0178 0.0027 0.0026
Si 0.0062 13.6171 6.8012 -0.0015 0.006 0.0006
Si 1.3714 1.35 8.1469 0.0007 0.0031 0.0062
Si 4.0683 4.074 8.1644 0.0024 0.0089 0.0134
Si 1.3694 6.7905 8.1517 0.0028 0.0043 -0.007
Si 4.0697 9.51 8.1502 -0.0007 0.0014 -0.0071
Si 1.3512 12.2474 8.1671 -0.0019 -0.0138 0.0062
Si 4.0742 14.9833 8.1551 0.0089 -0.0185 -0.0024
Si 6.797 1.3785 8.166 0.0237 0.0052 0.0058
Si 9.5069 4.0694 8.1657 0.0034 -0.0133 0.0036
Si 6.7958 6.7788 8.1723 -0.001 0.0095 0.0084
Si 9.5217 9.5309 8.1828 0.0069 0.0159 0.0058
Si 6.7963 12.2481 8.157 -0.0169 -0.0097 -0.0092
Si 9.5169 14.9688 8.1658 -0.0108 -0.0054 -0.0063
Si 12.2427 1.3586 8.1402 -0.0099 0.0054 -0.0137
Si 14.9722 4.0772 8.1471 0.0059 0.0063 -0.0032
Si 12.2415 6.7936 8.1634 -0.0018 -0.0172 0.0001
Si 14.9626 9.5166 8.1764 -0.0058 -0.0088 0.0032
Si 12.2664 12.2532 8.193 0.0146 0.0212 0.0097
Si 14.96 14.9633 8.1616 -0.0132 0.0004 0.0079
Si 0.0028 0.0036 9.5094 0.0099 -0.0084 -0.0066
Si 2.7119 2.7131 9.5182 -0.0076 -0.0021 -0.0003
Si 0.0015 5.4416 9.5157 -0.0062 0.0054 0.0064
Si 2.7159 8.1555 9.5204 -0.0059 -0.008 0.0019
Si 0.003 10.8793 9.5301 0.0014 0.0078 0.0071
Si 2.7247 13.6055 9.5107 0.0064 0.0081 0
Si 5.442 0.0098 9.5209 -0.0059 0.0115 -0.0004
Si 8.1545 2.7226 9.5373 -0.0065 0.0034 0.0083
Si 5.4252 5.436 9.5249 0.0018 -0.0086 0.0027
Si 8.1567 8.155 9.5172 0.0077 -0.0105 -0.0022
Si 5.4363 10.8746 9.5038 0.0159 0.0059 -0.0055
Si 8.1597 13.6016 9.5233 0.0086 -0.0061 0.0053
Si 10.8851 0.007 9.5177 0.0074 -0.0077 0.0026
Si 13.6007 2.7211 9.5018 -0.0027 -0.0005 0.0038
Si 10.8738 5.436 9.5137 -0.0124 0.0041 -0.0033
Si 13.5987 8.1525 9.5275 -0.0092 0.0096 0.0017
Si 10.891 10.8894 9.5309 0.0086 0.009 -0.0062
Si 13.6185 13.609 9.5431 -0.005 -0.0145 0.0032
Si 1.3609 14.961 10.8625 -0.0147 -0.0063 -0.0035
Si 4.0805 1.3678 10.8775 0.0047 0.0038 0.0039
Si 1.3509 4.0743 10.8755 0.0185 -0.0085 -0.0039
Si 4.073 6.801 10.8853 0.0114 0.0022 0.0034
Si 1.3612 9.5153 10.8882 -0.0022 0.0086 -0.0021
Si 4.0795 12.2318 10.8673 -0.0055 -0.0043 -0.006
Si 6.8003 14.9629 10.8825 -0.0012 -0.0045 -0.0025
Si 9.523 1.3591 10.8864 0.0013 0.0056 -0.0035
Si 6.7899 4.0906 10.882 -0.0036 0.0093 0.006
Si 9.5169 6.7988 10.8716 0.0159 0.0063 0.0052
Si 6.7986 9.5206 10.8687 -0.0112 -0.0009 -0.0043
Si 9.5289 12.2459 10.8849 0.0084 -0.0064 0.001
Si 12.2432 14.9658 10.8827 0.0019 -0.0077 -0.0031
Si 14.9565 1.3626 10.8663 -0.0039 0.0033 -0.006
Si 12.245 4.0841 10.8689 -0.0058 -0.0048 -0.0136
Si 14.9639 6.7994 10.8894 0.0028 -0.0086 0.0027
Si 12.2402 9.516 10.8825 -0.0066 -0.0013 0.0055
Si 14.9688 12.2352 10.893 -0.0073 0.0095 0.0087
Si 2.71 0.0055 12.2172 0.0124 -0.0143 -0.0107
Si 5.4325 2.7345 12.237 0.0056 0.0107 -0.0002
Si 2.7145 5.4287 12.2348 -0.0242 -0.0038 -0.0025
Si 5.4342 8.1741 12.2339 0.0085 0.0012 0
Si 2.7288 10.873 12.2438 0.0015 0.002 0.0041
Si 5.44 13.5857 12.2259 -0.0109 -0.0112 -0.002
Si 8.1656 -0.0038 12.2509 0.0087 -0.0044 0.0131
Si 10.8865 2.7311 12.2303 0.0047 0.0058 0.0012
Si 8.1417 5.4624 12.232 0 -0.0138 -0.0105
Si 10.8759 8.1529 12.2318 -0.0101 -0.0077 -0.0121
Si 8.1791 10.862 12.2278 0.003 0.0139 -0.0071
Si 10.8873 13.6073 12.2471 0.0077 0.0088 0.0031
Si 13.6128 -0.005 12.2338 -0.0177 0.0024 0.002
Si -0.0246 2.7301 12.2341 -0.0091 -0.0057 -0.0005
Si 13.5951 5.4411 12.2472 -0.0028 0.0031 0.0056
Si -0.003 8.1652 12.2557 0.0056 0.0063 0.0017
Si 13.6023 10.87 12.2413 -0.0007 -0.005 -0.0069
Si 0.0226 13.5957 12.2313 0.0201 0.0053 -0.0073
Si 1.3464 1.3688 13.5673 -0.007 0.0183 -0.0037
Si 4.0806 4.0915 13.6101 0.011 -0.011 0.0112
Si 1.3551 6.7817 13.5933 0.0206 0 0.0005
Si 4.0864 9.5186 13.6163 -0.0017 -0.0004 -0.0015
Si 1.3678 12.2318 13.5994 0.002 0.0074 -0.0028
Si 4.053 14.942 13.5604 -0.0042 0.0186 0.0017
Si 6.7941 1.3765 13.5826 -0.0157 0.0075 0.0004
Si 9.5128 4.1046 13.5654 0.0037 0.0106 -0.002
Si 6.7922 6.8315 13.6 -0.0066 -0.0026 0.0016
Si 9.5177 9.4889 13.6057 0.0248 0.0006 0.0007
Si 6.8222 12.2251 13.5688 0.0019 -0.0143 -0.0011
Si 9.5349 14.9615 13.6223 0.0046 -0.0077 0.0039
Si 12.2513 1.3636 13.5786 0.0097 -0.0106 -0.0004
Si 14.9419 4.0803 13.621 0.0026 -0.0033 0.0022
Si 12.2373 6.8159 13.5999 -0.01 0.0031 -0.01
Si 14.9544 9.5267 13.6242 -0.011 0.0014 0.0104
Si 12.2431 12.2271 13.5924 -0.0082 0.0074 -0.0001
Si 14.9874 14.9504 13.5827 -0.0044 -0.0245 -0.0077
Si 0.0196 0 14.9385 -0.0088 -0.0161 0.0133
Si 2.68 2.7346 14.9339 0.0032 -0.0066 0.0034
Si -0.0263 5.4629 14.9729 -0.0022 0.0059 0.0098
Si 2.7282 8.1206 14.9521 -0.0073 -0.0081 0.0082
Si 0.0107 10.8871 14.9751 -0.0016 0.0116 0.0059
Si 2.7234 13.5876 14.9601 0.0094 -0.005 0.0043
Si 5.3961 0.0038 14.8867 0.0002 -0.0022 -0.0154
Si 8.1615 2.7536 14.9245 0.0013 -0.0008 0.0113
Si 5.4369 5.4816 14.96 -0.0101 0.0064 -0.0031
Si 8.1481 8.1585 14.9987 -0.0016 0.014 0.0177
Si 5.4918 10.8701 14.9507 -0.0024 0.0077 0.0078
Si 8.168 13.5674 14.949 0.0269 -0.001 0.0112
Si 10.9131 0.0221 14.9624 0.0045 -0.0024 0.0143
Si 13.5885 2.6966 14.9749 -0.0108 -0.0069 0.0152
Si 10.8457 5.4738 14.9352 -0.017 0.0002 -0.0083
Si 13.5813 8.1718 14.9857 0.0009 -0.0063 0.0013
Si 10.8881 10.8493 14.944 0.0034 0.0085 -0.0124
Si 13.6488 13.5607 14.9265 0.0014 0.0045 -0.0134
O 3.2637 14.4529 28.8473 0.1516 -0.0338 -0.3618
O 5.5743 2.5804 25.6529 0.0778 0.5326 -0.0322
O 12.9342 8.1647 21.695 -0.3068 0.4235 -0.0076
O 4.1721 1.3467 20.7993 -0.1301 0.0557 0.3046
O 1.3839 9.6195 20.9082 -0.0892 -0.1301 0.5309
O 10.3045 2.481 24.8372 -0.2206 -0.3274 0.3163
O -0.5168 12.5292 27.9002 -0.1858 -0.106 -0.3098
O 3.0717 7.743 21.7203 0.0773 0.3741 0.5777
O 12.18 15.1097 20.389 0.0808 0.1643 -0.0215
O 1.8033 11.4604 28.483 0.06 0.3179 0.1695
O 3.2704 9.2371 28.9576 -0.0031 -0.1428 -0.3047
O 12.6378 1.0539 24.0948 0.0805 -0.0001 -0.3289
O 2.4325 5.3895 22.7666 -0.1606 0.1657 0.4407
O 8.4665 9.2845 29.2432 -0.171 0.0218 -0.311
O 5.1554 7.3599 28.4034 0.1421 0.0609 0.0129
O 6.0009 1.014 28.8699 -0.009 -0.0619 -0.3162
O 13.9012 3.8176 28.9686 -0.0657 -0.0117 -0.1753
O 4.2877 8.4872 25.8674 -0.2147 -0.0277 0.6209
O -1.0117 1.942 27.9154 0.3129 -0.082 0.0248
O 0.3852 6.5545 28.8482 0.0929 0.0881 -0.5636
O 9.5352 12.1991 20.626 -0.1139 -0.1722 0.0848
O 2.349 4.895 28.1017 0.2142 -0.1223 -0.0561
O 8.6613 3.7239 28.961 -0.0286 -0.0741 -0.3686
O 5.3889 10.9409 25.9433 0.0169 -0.0347 -0.1474
O 11.2307 11.8833 28.8964 0.0844 -0.1305 -0.2821
O 7.7745 10.5782 23.7258 -0.0413 0.327 -0.1401
O 12.2332 2.1577 26.379 0.3416 0.0029 0.2568
O 2.3578 3.0234 21.6594 0.078 -0.3191 0.4115
O 8.75 9.7575 26.1184 0.0198 0.2408 0.4459
O 12.7767 2.937 21.4653 0.0103 -0.1767 0.3204
O 3.2414 1.1358 25.7524 0.4119 -0.1358 -0.4553
O 7.7484 1.1012 25.93 0.035 0.1277 0.1122
O 9.7636 7.778 27.7536 0.2482 -0.4697 -0.2276
O 8.4945 -0.1433 23.2007 -0.2226 0.0071 0.6987
O -0.2465 7.6618 25.5391 0.4861 -0.2863 0.142
O 4.1606 2.5059 27.859 -0.3905 0.0567 -0.0871
O 14.0237 6.095 26.2993 0.2543 -0.39 0.2763
O -1.2701 2.9983 25.3974 -0.6595 0.1081 -0.1067
O -1.8821 0.4338 25.9493 -0.0338 -0.2199 0.5286
O -1.3993 1.4385 20.8428 0.1414 -0.0051 0.3617
O -0.8429 5.3808 24.261 -0.3166 0.1772 -0.4824
O 5.3428 6.1162 26.1256 0.2701 -0.4039 -0.1689
O -1.3766 6.7075 20.8264 0.1585 -0.0039 0.6055
O 6.6876 4.0343 20.8354 0.1873 0.1056 0.4946
O 8.1146 -0.334 28.0924 0.0044 -0.3669 -0.0704
O 9.4786 6.8371 21.0465 0.1408 0.092 0.3581
O 1.7844 -0.3994 27.3479 -0.163 0.0996 -0.0447
O 0.7392 4.5432 26.1231 -0.1865 -0.0662 0.5021
O 6.9551 5.4388 28.0337 -0.0798 -0.1892 -0.5711
O 4.0869 12.2389 20.8363 -0.1841 -0.077 0.5862
O 12.463 8.0649 26.9334 -0.7105 0.166 0.0448
O 11.4082 5.9109 25.8329 0.0607 -0.5076 -0.1369
O 10.1797 3.2266 22.4475 -0.4956 -0.4263 -0.2951
O 6.347 1.1893 23.6693 -0.8018 -0.132 0.1283
O 12.3719 0.0801 27.968 -0.0191 0.082 -0.4694
O 4.6829 12.4824 28.02 -0.1222 0.0936 -0.4173
O 6.122 10.7136 21.6283 0.2695 0.3048 0.2672
O 11.4335 10.8516 21.7787 0.2146 -0.2509 -0.0134
O 8.9701 12.2673 25.4064 0.4705 0.2049 -0.3016
O 9.3443 13.3269 27.8418 -0.0938 0.3288 -0.1312
O -1.6081 8.2711 28.2327 0.0472 -0.1176 -0.0182
O 10.2133 0.2973 26.5421 0.1182 -0.3312 -0.3369
O 4.2844 6.8269 23.8473 0.2669 0.1 0.0651
O 0.6433 0.0334 21.8973 0.6272 -0.0669 0.1337
O 10.2345 0.1135 21.3785 -0.0144 0.688 0.3012
O 11.316 7.3301 23.6283 -0.0463 -0.1178 -0.4109
O 13.9273 7.4274 24.0111 0.2921 0.1916 -0.0668
O 12.6717 9.6923 23.739 0.5459 0.1121 0.4282
O 0.2938 4.7126 21.4642 -0.3197 -0.1671 0.276
O 0.6374 1.5106 26.0414 0.0418 0.3671 0.0984
O 13.0968 10.375 28.0177 0.3507 0.278 -0.4766
O 12.2476 5.7524 28.2623 -0.3028 0.3448 -0.1313
O 6.9025 12.9661 26.8129 -0.1432 0.5607 -0.2239
O 0.5073 9.991 24.5512 -0.2073 -0.2566 -0.5546
O 4.7932 5.7328 21.5726 -0.0734 -0.0478 0.3431
O 9.2566 7.3687 25.2224 -0.2471 0.213 -0.2062
O 2.714 6.3387 25.9265 -0.2799 0.3084 -0.1576
O 0.8042 3.4675 23.6977 -0.1049 -0.3012 0.0448
O 3.1564 10.4585 24.6898 0.1077 0.1682 -0.3202
O 13.0738 14.8201 24.439 -0.1635 -0.0616 0.2683
O 1.9661 13.7287 21.4184 0.2219 0.4834 0.2233
O 10.2962 10.4435 24.1173 -0.1075 -0.5524 -0.1594
O 10.6186 2.0383 28.4089 0.2585 -0.211 0.01
O 7.2538 7.7898 26.8855 -0.106 0.5526 -0.3003
O 8.5733 14.2759 21.6229 -0.2551 0.0354 0.4429
O 6.6434 10.7668 28.214 0.0191 -0.0203 -0.2521
O -0.0316 11.8815 21.492 -0.6992 -0.0394 0.3065
O 11.5786 5.2469 21.7059 0.3213 0.2379 0.2952
O 9.7011 5.1001 24.0961 -0.4157 0.0509 -0.0363
O 3.2399 3.7785 25.8322 0.2553 0.1598 -0.6792
O 14.0738 14.5236 28.7349 0.1135 -0.1264 -0.2753
O 0.0432 14.0792 23.0966 -0.3355 -0.2773 0.345
O 12.0983 12.3483 23.9148 -0.0117 -0.098 0.6309
O 1.7177 12.0703 23.392 0.5565 0.0963 -0.1492
O 10.8181 14.5212 23.0859 -0.147 -0.0758 0.2089
O 8.4886 14.8095 25.839 -0.0438 0.0602 -0.7155
O 1.3295 -0.4185 24.5507 0.1922 -0.0886 -0.061
O 13.2653 13.6449 22.0518 0.2277 -0.2825 0.3658
O 1.3201 12.0338 25.9679 -0.0938 0.4417 -0.049
O 7.5393 8.5582 21.9858 0.0865 -0.0459 0.3146
O 6.2723 -0.2103 21.4934 -0.0566 -0.5629 0.2768
O 0.2828 9.9579 27.117 -0.0414 -0.3211 0.3059
O 12.3461 3.6581 23.8838 0.3382 0.1711 0.051
O 7.914 1.8755 21.6246 0.4338 0.1986 0.3876
O 7.8973 3.1903 24.289 -0.2939 0.4282 -0.3333
O -1.9031 9.5742 25.9324 -0.5019 0.2274 -0.5353
O -1.2355 -0.0326 23.5752 -0.1032 0.3511 -0.2905
O 5.4964 9.4151 23.7548 -0.3168 -0.2196 0.1017

Results
total energy: -82017.634 eV
total energy less fixed offsets of O -438.35, Si -107.03 eV per atom: 1.886 eV
